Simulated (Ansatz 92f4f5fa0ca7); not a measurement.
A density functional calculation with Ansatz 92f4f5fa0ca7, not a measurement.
Periodic cell of 285 atoms, Si195O90, from a study of silicon, its oxide and their interface. The atomic structure is a simulated model.
Doubt: the cutoff is far below the 930 eV that the study's wrapper takes by default for these files, so forces and energies are approximate.
This geometry differs little from another in the collection (a relaxation step or a small displacement).

Settings: functional PBE; potential files Ansatz PAW; basis plane waves; wave-function cutoff 580 eV; density cutoff ratio 5; exchange-correlation grid ratio 1; k mesh 1 x 1 x 1, Gamma-centred; self-consistency stop 5e-08 eV per atom in the density residual; occupations fixed; spin none; net charge 0.

Cell vectors (angstrom)
a  11.6015  0  0
b  0  10.938  0
c  0  0  40.499

Atoms: element, x, y, z (angstrom)
Si  0  0  0.9665
Si  3.8672  0  0.9665
Si  7.7343  0  0.9665
Si  1.9336  1.3673  0.9665
Si  5.8008  1.3673  0.9665
Si  9.6679  1.3673  0.9665
Si  0  5.469  0.9665
Si  3.8672  5.469  0.9665
Si  7.7343  5.469  0.9665
Si  1.9336  6.8362  0.9665
Si  5.8008  6.8362  0.9665
Si  9.6679  6.8362  0.9665
Si  1.9336  2.7345  39.5319
Si  5.8008  2.7345  39.5319
Si  9.6679  2.7345  39.5319
Si  0  4.1018  39.5319
Si  3.8672  4.1018  39.5319
Si  7.7343  4.1018  39.5319
Si  1.9336  8.2035  39.5319
Si  5.8008  8.2035  39.5319
Si  9.6679  8.2035  39.5319
Si  0  9.5708  39.5319
Si  3.8672  9.5708  39.5319
Si  7.7343  9.5708  39.5319
Si  0  0  4.8337
Si  3.8672  0  4.8337
Si  7.7343  0  4.8337
Si  1.9336  1.3673  4.8337
Si  5.8008  1.3673  4.8337
Si  9.6679  1.3673  4.8337
Si  0  5.469  4.8337
Si  3.8672  5.469  4.8337
Si  7.7343  5.469  4.8337
Si  1.9336  6.8362  4.8337
Si  5.8008  6.8362  4.8337
Si  9.6679  6.8362  4.8337
Si  1.9336  2.7345  2.9001
Si  5.8008  2.7345  2.9001
Si  9.6679  2.7345  2.9001
Si  0  4.1018  2.9001
Si  3.8672  4.1018  2.9001
Si  7.7343  4.1018  2.9001
Si  1.9336  8.2035  2.9001
Si  5.8008  8.2035  2.9001
Si  9.6679  8.2035  2.9001
Si  0  9.5708  2.9001
Si  3.8672  9.5708  2.9001
Si  7.7343  9.5708  2.9001
Si  0.2426  -0.0008  30.0553
Si  3.9678  -0.3261  30.052
Si  8.0323  0.0436  29.8178
Si  2.2273  1.2314  30.0596
Si  5.9029  1.05  29.7569
Si  10.0091  1.3869  29.7128
Si  -0.2732  5.5498  30.0329
Si  3.6336  5.4252  29.8397
Si  7.7947  5.7568  29.7432
Si  1.7469  6.7825  30.0752
Si  5.6543  6.7723  29.7229
Si  9.7081  7.1598  30.1893
Si  2.0117  2.7267  31.8535
Si  5.842  2.7136  31.5898
Si  9.6811  2.7244  31.686
Si  0.0122  4.0005  31.7812
Si  3.9118  4.0937  31.7825
Si  7.7704  4.1532  31.6151
Si  1.916  8.1629  31.9654
Si  5.8423  8.1125  31.7656
Si  9.662  8.3925  32.0991
Si  0.0657  9.5991  31.9772
Si  3.9117  9.4015  32.0042
Si  7.731  9.6331  31.8067
Si  0.0122  0.0804  33.8114
Si  3.905  0.0164  33.7708
Si  7.6916  0.0424  33.7243
Si  1.9719  1.3721  33.7811
Si  5.8049  1.427  33.6462
Si  9.64  1.3686  33.6613
Si  0.0179  5.4339  33.7076
Si  3.9322  5.4576  33.7225
Si  7.764  5.4031  33.6702
Si  1.9608  6.7557  33.8101
Si  5.8751  6.7951  33.7184
Si  9.6797  6.7818  33.7936
Si  1.9589  2.7556  35.6857
Si  5.8104  2.7337  35.6401
Si  9.6625  2.7204  35.6366
Si  -0.0022  4.0799  35.6574
Si  3.8963  4.1067  35.67
Si  7.7445  4.0916  35.6485
Si  1.9504  8.2033  35.6792
Si  5.826  8.1868  35.6515
Si  9.6663  8.1998  35.6844
Si  0.0028  9.5674  35.6797
Si  3.8984  9.5636  35.6794
Si  7.734  9.5808  35.652
Si  0  0  37.5983
Si  3.8672  0  37.5983
Si  7.7343  0  37.5983
Si  1.9336  1.3673  37.5983
Si  5.8008  1.3673  37.5983
Si  9.6679  1.3673  37.5983
Si  0  5.469  37.5983
Si  3.8672  5.469  37.5983
Si  7.7343  5.469  37.5983
Si  1.9336  6.8362  37.5983
Si  5.8008  6.8362  37.5983
Si  9.6679  6.8362  37.5983
Si  1.9151  2.7451  6.7556
Si  5.8058  2.7351  6.7868
Si  9.6462  2.7395  6.7772
Si  -0.0276  4.1067  6.7785
Si  3.8596  4.0959  6.7394
Si  7.7329  4.1137  6.7734
Si  1.9063  8.2192  6.749
Si  5.8077  8.2134  6.7441
Si  9.6574  8.1972  6.7988
Si  -0.0277  9.5786  6.7664
Si  3.8686  9.5673  6.7649
Si  7.7311  9.5859  6.8056
Si  -0.0475  0.0432  8.6782
Si  3.8779  0.023  8.6806
Si  7.7359  0.0081  8.7784
Si  1.9253  1.3352  8.6515
Si  5.8117  1.399  8.76
Si  9.6312  1.384  8.7267
Si  -0.0463  5.4368  8.7463
Si  3.8356  5.5269  8.6042
Si  7.7472  5.4855  8.7121
Si  1.865  6.8318  8.6543
Si  5.8098  6.8262  8.6475
Si  9.6562  6.8604  8.7784
Si  1.9469  2.6674  10.5728
Si  5.7768  2.8797  10.6492
Si  9.5894  2.6429  10.7408
Si  -0.0256  3.9434  10.6307
Si  3.8071  4.153  10.4857
Si  7.7836  4.16  10.6733
Si  1.8203  8.3078  10.4906
Si  5.831  8.2547  10.5151
Si  9.6698  8.2085  10.7669
Si  -0.0909  9.6849  10.6362
Si  3.8285  9.5249  10.5467
Si  7.7234  9.6231  10.7694
Si  -0.1164  0.0885  12.6473
Si  3.8482  -0.098  12.482
Si  7.4348  0.0407  12.8009
Si  1.9189  1.3178  12.5491
Si  5.5744  1.4802  12.5261
Si  9.4604  1.3733  12.8495
Si  0.1595  5.2562  12.5536
Si  3.8523  5.7074  12.2401
Si  7.8805  5.5386  12.6471
Si  1.8371  6.935  12.3609
Si  5.9076  6.8534  12.3821
Si  9.9423  6.7797  12.7414
O  -10.092  5.3854  22.2378
O  16.0316  15.0211  18.2966
O  -2.1715  2.4386  14.1524
O  11.57  10.0424  13.9807
O  3.6688  4.7598  13.5749
O  3.697  6.6056  15.5439
O  7.7787  4.54  13.9744
O  5.1735  2.1841  13.9878
O  0.8639  3.5356  27.341
O  9.2871  17.3522  26.2372
O  1.5124  7.8485  13.7335
O  19.0315  22.9299  22.7011
O  3.3153  3.1597  26.3542
O  14.0911  1.9378  28.5804
O  13.9959  15.2118  15.7139
O  5.5838  7.7759  28.4024
O  3.6466  9.568  28.7715
O  11.3565  4.1502  23.7762
O  1.4686  7.6582  28.6918
O  14.468  1.6361  21.3731
O  7.4873  11.3886  26.3565
O  5.3783  9.9661  26.8932
O  5.7109  1.4685  28.1333
O  11.9953  10.0901  28.6307
Si  -2.8231  29.5267  25.2971
Si  5.3848  14.5257  22.9355
Si  -15.1179  2.5153  22.8289
Si  8.4077  10.1355  26.8734
Si  18.0488  18.9388  23.425
Si  -7.1556  12.4443  20.9234
Si  5.9035  0.5688  26.7646
Si  5.5736  13.6679  15.466
Si  15.3811  2.1467  25.1851
Si  11.5788  10.8682  19.1798
Si  -21.1633  -0.3117  24.3373
Si  2.4382  3.3069  27.7043
Si  -4.8566  10.7106  22.0165
Si  2.225  6.86  22.4274
Si  11.5165  5.017  22.411
Si  -12.1397  13.4839  23.93
Si  -2.2514  15.0947  20.4948
Si  27.2772  13.4354  18.0342
Si  12.9369  3.3829  14.8278
Si  -2.0703  5.2537  27.3625
Si  8.616  -6.2444  17.7604
Si  4.5454  8.7859  27.6408
Si  4.214  18.6152  16.676
Si  3.6539  8.0482  24.9164
Si  11.802  -2.4344  14.4766
Si  16.6669  -4.6631  21.4984
Si  11.0417  -8.1007  26.9102
Si  9.4533  6.8033  19.4373
Si  8.4031  -7.5225  14.9878
Si  15.3384  -27.7869  15.1652
Si  1.2684  1.4616  17.0741
Si  13.0599  11.8745  21.8568
Si  5.4871  -16.5417  18.4828
Si  17.1688  -1.7545  14.4629
Si  11.7645  -2.4146  28.2574
Si  22.7539  7.6665  21.5245
Si  13.1514  -12.4798  17.0869
Si  -2.4665  9.4926  20.3702
Si  10.9903  9.4189  25.6192
O  12.2017  -8.5365  15.9107
O  -6.6315  -4.202  17.784
O  1.8307  10.9337  16.5329
O  5.2566  24.6638  21.5194
O  -13.7285  -8.6249  23.6412
O  0.0514  -9.772  18.12
O  16.8453  8.7958  16.0266
O  -10.7908  20.527  18.5469
O  16.7656  -3.1695  24.395
O  -2.2378  6.1542  17.9433
O  6.1691  7.3899  21.9382
O  12.1336  8.5892  16.073
O  -10.9682  11.3576  20.5747
O  22.0262  -3.2855  14.1127
O  3.1569  -6.4105  28.5165
O  -1.7199  14.8569  26.5127
O  5.8526  18.6732  13.7811
O  5.1341  4.3123  15.6289
O  10.4162  2.0055  28.1971
O  10.7143  17.3857  22.5472
O  2.6207  -3.8113  24.0178
O  3.5592  6.9319  21.4859
O  11.9266  -6.5753  13.9792
O  -18.6593  12.5201  19.2987
O  -23.4829  2.0648  25.4817
O  19.7714  20.9322  28.4859
O  14.1284  1.157  24.8567
O  5.1071  -9.6384  25.5736
O  10.81  5.3593  28.4183
O  12.0522  1.8145  22.8279
O  -6.3503  -10.7854  21.4251
O  11.7252  8.3942  26.6482
O  15.8131  3.0473  23.9165
O  -1.5294  -13.4193  24.6567
O  18.7833  2.5259  15.6038
O  5.5163  -5.269  20.0724
O  2.1127  2.3646  13.8162
O  3.6956  -3.0604  26.5578
O  20.0176  3.1696  21.3689
O  8.1594  5.0613  28.2604
O  14.5303  8.5183  17.2662
O  6.9154  14.3771  23.5297
O  5.0651  16.0838  22.6669
O  -13.245  -0.5148  26.423
O  -9.1303  13.2122  17.8263
O  -0.6125  7.0976  19.9709
O  7.7719  21.149  20.8534
O  21.6158  10.506  19.4424
O  13.5406  10.5899  22.7219
O  14.8095  9.5972  24.7424
O  -2.3618  3.687  18.9185
O  4.228  -1.0224  13.8367
O  10.3176  8.0736  28.9048
O  -2.5385  4.1462  16.2872
O  8.7816  16.644  20.4771
O  -2.9585  -2.7285  19.4785
O  24.3268  7.9707  21.8787
O  -4.6182  4.8881  17.9475
O  7.7523  7.2542  24.0912
O  10.8768  -6.7621  21.1338
O  18.256  -1.3379  23.2054
O  6.9166  10.1108  14.17
O  4.8468  12.8795  16.6937
O  0.5436  21.2026  24.8766
O  -13.075  -12.9224  21.5996
O  7.9577  8.7029  26.2454

Results
free energy: -175141.756 eV
free energy less fixed offsets of O -568.88, Si -635.61 eV per atom: 1.394 eV

Forces (eV/angstrom), in the order of the atoms: element, x, y, z
Si  0.0053  0.0247  -0.0016
Si  -0.0085  0.0194  -0.0005
Si  0.0019  0.0611  -0.0029
Si  -0.0036  -0.0206  0.0048
Si  -0.0062  -0.0677  0.0006
Si  0.0097  -0.0675  0.0066
Si  0.006  0.0554  0.0103
Si  -0.0013  0.0195  -0.0049
Si  -0.0035  0.0566  0.0035
Si  0.0057  -0.0103  -0.0077
Si  -0.007  -0.0307  -0.0181
Si  0.0013  -0.0333  0.0072
Si  0.0066  -0.0012  0.0155
Si  0.0027  0.0722  -0.0254
Si  0.0028  0.0695  -0.0192
Si  0.0063  -0.0385  -0.0019
Si  -0.0048  -0.0234  -0.0073
Si  0.0081  -0.0536  -0.0205
Si  -0.008  -0.0058  0.0276
Si  0.0079  0.0438  -0.008
Si  0.006  0.0019  0.0287
Si  0.0134  -0.0078  0.0252
Si  0.0004  -0.0059  0.014
Si  -0.0009  -0.0541  -0.0012
Si  -0.0504  0.0659  -0.0145
Si  -0.0091  0.0185  0.0031
Si  0.0322  0.0291  0.1752
Si  -0.0336  -0.0133  -0.0413
Si  0.0204  -0.0166  0.1173
Si  -0.0226  -0.0398  0.0697
Si  -0.0323  0.0534  0.071
Si  0.0162  0.0371  -0.1653
Si  -0.0104  0.073  -0.0012
Si  -0.0209  0.0045  -0.0659
Si  0.0359  -0.036  -0.1172
Si  -0.0319  -0.0039  0.1571
Si  0.0056  0.0085  -0.0106
Si  -0.0061  0.0599  0.001
Si  -0.0086  0.0668  0.014
Si  -0.0001  -0.0486  0.0004
Si  -0.0102  0.0137  -0.0308
Si  0.0018  -0.0478  0.0063
Si  -0.0001  -0.0088  -0.0168
Si  -0.0097  0.006  -0.0133
Si  0.0007  0.0517  0.0249
Si  -0.0014  -0.0261  0.0045
Si  -0.0008  -0.0089  -0.015
Si  -0.0094  -0.0704  0.0211
Si  -0.0066  0.0962  -0.0473
Si  0.0852  0.0764  0.019
Si  0.063  0.018  0.0886
Si  0.0068  -0.07  0.0273
Si  -0.0476  -0.0184  0.0138
Si  -0.0734  0.0381  0.0376
Si  0.1731  -0.0263  0.0344
Si  0.0858  0.0343  -0.024
Si  0.0213  0.0468  0.0661
Si  -0.1509  -0.1392  0.0031
Si  -0.0029  -0.0268  0.0451
Si  -0.1667  -0.0451  -0.0239
Si  -0.0034  -0.0349  0.0021
Si  0.0376  -0.041  -0.0545
Si  0.0012  -0.0358  -0.0721
Si  -0.0459  0.1264  -0.0156
Si  -0.0135  0.0243  -0.0366
Si  -0.022  0.0336  -0.0752
Si  0.0432  -0.0448  0.0064
Si  0.0606  -0.1098  -0.0712
Si  0.0555  -0.0786  0.0011
Si  -0.038  0.0517  0.0068
Si  -0.0604  0.081  -0.0046
Si  -0.0661  0.0786  -0.092
Si  0.0086  -0.061  0.0276
Si  0.0124  -0.0485  0.0186
Si  0.0187  -0.0606  0.0604
Si  -0.0176  0.0529  0.0252
Si  -0.0448  0.0614  0.0262
Si  -0.0039  0.0807  0.053
Si  0.0065  -0.1018  0.0035
Si  0.0023  -0.0503  0.035
Si  0.045  -0.0299  0.0352
Si  -0.0017  0.0415  0.0178
Si  -0.0158  0.0595  0.0442
Si  -0.0003  0.0665  0.0331
Si  -0.0016  -0.0128  -0.0005
Si  0.0066  -0.0099  0.0046
Si  0.0143  -0.0533  -0.0167
Si  -0.0021  0.0475  -0.0082
Si  -0.0029  0.0176  -0.0243
Si  -0.0082  0.0148  0.0038
Si  0.0006  0.0136  -0.0099
Si  -0.0013  -0.0089  -0.017
Si  0.0038  -0.0112  -0.0152
Si  0.0008  -0.0083  -0.0098
Si  -0.0119  0.0024  0.0048
Si  0.0119  0.0151  -0.0074
Si  -0.0075  0.0155  0.1172
Si  0.0458  0.0003  0.1076
Si  0.0035  0.0315  -0.0076
Si  0.029  -0.0307  0.0229
Si  0.02  -0.0606  -0.1779
Si  -0.0098  -0.0841  -0.1646
Si  -0.0252  0.0012  -0.1397
Si  0.0443  0.1012  -0.0011
Si  -0.0018  0.0205  -0.1429
Si  0.0187  -0.0149  0.1239
Si  0.0284  -0.0568  -0.0091
Si  -0.0244  -0.0242  0.187
Si  -0.0063  -0.0054  0.0087
Si  -0.0119  -0.0008  -0.0059
Si  0.0168  -0.0178  0.0014
Si  0.0088  -0.005  -0.003
Si  0.0092  -0.014  -0.0087
Si  -0.0206  0.0148  0.0208
Si  0.0122  0.0059  -0.0077
Si  0.0023  -0.0075  0.0131
Si  -0.0131  -0.0057  0.0026
Si  0.0067  0.0075  0.0118
Si  -0.0139  0.0013  -0.0053
Si  0.0059  0.0136  -0.0067
Si  0.0264  -0.057  -0.0309
Si  0.0217  -0.0378  -0.023
Si  -0.0472  -0.0346  -0.0472
Si  0.0103  0.0457  -0.0312
Si  -0.0016  0.032  0.0094
Si  0.0143  0.0531  -0.0041
Si  -0.0107  -0.0525  0.0182
Si  -0.0186  -0.0368  -0.0002
Si  -0.014  -0.063  -0.0181
Si  0.016  0.0396  -0.0272
Si  -0.0106  0.083  -0.0293
Si  0.0281  0.055  -0.0296
Si  0.0256  -0.0559  0.0389
Si  0.0477  -0.0384  -0.0182
Si  0.0158  -0.0884  0.0455
Si  -0.0147  0.0742  0.0056
Si  -0.0294  0.0222  -0.0134
Si  -0.0247  0.0989  0.0464
Si  0.0192  -0.0927  0.0085
Si  -0.0708  -0.0921  -0.0088
Si  -0.03  -0.082  0.0535
Si  -0.0314  0.0564  0.0155
Si  0.0219  0.071  -0.0184
Si  0.0443  0.0755  0.0713
Si  -0.0198  0.0939  0.0117
Si  -0.0729  0.1508  -0.0169
Si  0.0544  0.0956  -0.0262
Si  0.0102  -0.1263  -0.0295
Si  0.0169  -0.1124  -0.0291
Si  -0.0079  -0.0905  -0.0886
Si  -0.0231  0.108  -0.0328
Si  0.0258  0.1729  -0.0647
Si  0.0186  0.0844  -0.0777
Si  -0.0199  -0.1405  0.024
Si  0.072  -0.1167  0.0804
Si  -0.0068  -0.0632  -0.0459
O  0.0022  -0.0021  0.0055
O  0.0074  0.0013  -0.0066
O  -0.0197  0.071  0.0553
O  0.0236  -0.0594  -0.0136
O  0.0224  0.0228  -0.0185
O  -0.0055  -0.0482  -0.0586
O  -0.009  -0.0703  0.0448
O  -0.0247  0.0571  0.0773
O  0.0092  -0.0079  0.0197
O  0.004  0.0163  0.0172
O  0.0081  0.0414  -0.0134
O  0.0044  -0.006  0.0052
O  0.0142  -0.0045  0.011
O  0.0174  0.0577  -0.0293
O  0.0309  0.0185  -0.0224
O  -0.0359  0.0427  -0.0342
O  -0.0211  -0.0552  -0.0161
O  0.0039  0.012  0.0063
O  -0.0003  0.0481  0.0238
O  0.0083  -0.0007  0.0038
O  -0.0226  -0.0044  0.0249
O  0.0045  0.0093  0.0161
O  0.0043  -0.0223  -0.0371
O  -0.0029  -0.0397  0.0366
Si  0.0067  -0.0074  -0.0226
Si  -0.0184  -0.0099  -0.0054
Si  0.0062  -0.0007  -0.0147
Si  -0.0387  0.0097  0.0008
Si  0.0096  -0.0302  0.0091
Si  -0.012  0.0167  -0.0251
Si  0.0305  0.0377  -0.0058
Si  0.0521  -0.0294  -0.0334
Si  -0.0009  -0.0102  -0.0277
Si  0.0417  0.0045  -0.0121
Si  -0.0104  -0.0178  -0.022
Si  -0.0176  0.0158  0.0342
Si  0.0024  0.0002  0.0096
Si  0.0206  0.0039  0.0068
Si  -0.0064  -0.0165  -0.0041
Si  0.0073  -0.0141  -0.0159
Si  -0.0037  -0.0108  -0.0128
Si  -0.0268  0.0081  0.0084
Si  -0.0553  -0.0155  -0.0296
Si  -0.0372  0.001  0.0266
Si  -0.0161  0  0.0099
Si  0.0202  -0.0155  0.0257
Si  -0.0015  0.0187  0.0713
Si  0.0007  0.0216  -0.0332
Si  -0.0551  0.0018  -0.0192
Si  0.0105  -0.0139  -0.0335
Si  -0.0165  -0.025  0.0335
Si  -0.0056  -0.0145  -0.0193
Si  0.0298  -0.0331  -0.0456
Si  -0.011  0.0117  0.0837
Si  0.0048  -0.0054  0.0343
Si  -0.0009  -0.0267  -0.0173
Si  -0.0042  0.004  -0.0076
Si  0.0242  0.0275  -0.0337
Si  0.0082  -0.0143  0.0045
Si  0.0003  0.0003  -0.0204
Si  0.0113  0.0005  0.0455
Si  0.0164  -0.0008  -0.0117
Si  -0.0166  0.014  -0.0479
O  0.014  -0.0059  -0.0115
O  0.013  -0.0276  -0.0026
O  0.0017  0.0083  -0.0261
O  0.0022  -0.0086  -0.0024
O  -0.0168  0.0004  0.0082
O  -0.0171  -0.0157  -0.0012
O  -0.0025  -0.0154  -0.0267
O  -0.0276  0.0158  0.0134
O  0.0079  0.0118  0.0161
O  0.0052  0.0086  -0.0003
O  -0.0075  -0.0016  -0.0037
O  0.0161  0.0037  0.01
O  -0.0032  0.0055  0.0048
O  0.0529  0.06  0.0396
O  -0.0314  -0.0326  0.013
O  0.0132  -0.0131  0.0005
O  -0.0272  0.046  -0.0531
O  -0.0056  0.0051  -0.0324
O  0.0289  0.0165  -0.0366
O  0.0004  0.0029  0.0092
O  -0.0124  -0.0112  0.0024
O  -0.0097  0.0004  -0.0014
O  0.0377  -0.0519  0.0305
O  0.0113  -0.0161  0.0123
O  0.0063  -0.0011  -0.0137
O  0.0233  -0.0549  -0.0735
O  -0.0048  -0.0018  0.0259
O  -0.009  0.007  0.0124
O  -0.058  0.0217  -0.0507
O  -0.0034  0.0066  0.0114
O  -0.0032  -0.0063  0.003
O  -0.0142  0.014  -0.0192
O  0.0125  0.0176  -0.0009
O  0.0067  0.0047  0.0389
O  -0.0506  0.0084  -0.0147
O  0.0011  0.0101  0.0213
O  0.0018  0.0635  0.0062
O  -0.0114  -0.0116  -0.0032
O  -0.0045  0.0046  -0.0001
O  0.0324  -0.0146  -0.0462
O  -0.0042  -0.0013  -0.0394
O  0.0097  -0.0117  0.0144
O  -0.0014  0.004  0.0131
O  0.032  -0.0332  0.0179
O  0.0189  0.0017  -0.0097
O  0.0034  -0.0001  -0.0027
O  -0.0024  -0.0042  -0.0124
O  -0.0284  -0.0069  0.0037
O  -0.0038  0.0049  -0.0048
O  -0.0077  -0.0152  0.0249
O  0.0099  -0.0032  0.0112
O  0.0509  -0.0867  0.0294
O  0.0492  0.0216  0.0462
O  0.0065  0.0207  0.014
O  0.0032  0.0063  0.0127
O  0.0035  0.0128  -0.0012
O  -0.0065  0.0034  0.0045
O  0.0063  0.0023  -0.0118
O  -0.0285  0.0128  -0.0075
O  -0.0006  0.0011  -0.0097
O  -0.0025  0.0164  -0.0006
O  -0.0807  -0.0759  0.0573
O  -0.0079  -0.0082  -0.0203
O  0.0179  0.0011  0.0186
O  0.0004  -0.0045  0.0092
O  0.0102  -0.0098  0.019

The program warned: the cutoff lies below the one the program advises for these potential files; the forces do not sum to zero within the program's tolerance; the exchange-correlation potential is rough where the density is thin.
